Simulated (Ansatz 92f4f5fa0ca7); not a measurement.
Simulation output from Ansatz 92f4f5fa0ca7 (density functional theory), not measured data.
Periodic cell of 226 atoms, Si133O92As1, from a study of silicon, its oxide and their interface. The atomic structure is a simulated model.
Doubt: the cutoff is far below the 930 eV that the study's wrapper takes by default for these files, so forces and energies are approximate.
This geometry differs little from another in the collection (a relaxation step or a small displacement).

Settings: functional PBE; potential files Ansatz PAW; basis plane waves; wave-function cutoff 580 eV; density cutoff ratio 5; exchange-correlation grid ratio 1; k mesh 1 x 1 x 1, Gamma-centred; self-consistency stop 5e-08 eV per atom in the density residual; occupations fixed; spin none; net charge +1 e, with a uniform compensating background and no finite-size correction.

Cell vectors (angstrom)
a, 10.938, 0, 0
b, 0, 10.938, 0
c, 0, 0, 31.9494

Atoms: element, x, y, z (angstrom)
Si, 10.6278, 0.0023, 24.411
Si, 5.078, 0.1242, 24.6596
Si, 2.824, 2.2928, 24.5252
Si, 8.573, 2.4379, 24.5569
Si, 10.7098, 5.5879, 24.3289
Si, 5.1596, 5.6167, 24.4427
Si, 2.9903, 7.9562, 24.3988
Si, 8.4188, 7.831, 24.4115
Si, 1.2941, 1.1307, 25.8367
Si, 6.8188, 1.3297, 25.7348
Si, 3.9876, 4.0119, 25.7267
Si, 9.6918, 4.023, 25.8486
Si, 1.3409, 6.7961, 25.6647
Si, 6.805, 6.7235, 25.7489
Si, 4.0011, 9.4674, 25.9543
Si, 9.4851, 9.4417, 25.7974
Si, 2.6362, -0.1325, 27.2881
Si, 8.1414, -0.0661, 27.1406
Si, 0.082, 2.6546, 27.2082
Si, 5.456, 2.7239, 27.1055
Si, 2.6683, 5.4168, 27.1041
Si, 8.1947, 5.3699, 27.1285
Si, 0.015, 8.1546, 27.1265
Si, 5.5128, 8.143, 27.1787
Si, 4.0899, 1.329, 28.4887
Si, 9.5478, 1.3171, 28.5019
Si, 1.3922, 4.0678, 28.5609
Si, 6.8121, 4.0618, 28.519
Si, 4.0828, 6.7773, 28.4859
Si, 9.5622, 6.7818, 28.4754
Si, 1.2933, 9.4816, 28.6271
Si, 6.8265, 9.5385, 28.5588
Si, -0.0428, -0.0205, 29.9313
Si, 5.4523, -0.0119, 29.8914
Si, 2.7746, 2.7129, 29.8949
Si, 8.1886, 2.7024, 29.872
Si, -0.0154, 5.4396, 29.8852
Si, 5.46, 5.4473, 29.885
Si, 2.7364, 8.1428, 29.9084
Si, 8.2266, 8.1743, 29.8748
Si, 1.3701, 1.3761, 31.2492
Si, 6.8246, 1.365, 31.2563
Si, 4.1175, 4.0828, 31.2718
Si, 9.5504, 4.0822, 31.2482
Si, 1.3528, 6.8085, 31.2702
Si, 6.8334, 6.8438, 31.2403
Si, 4.0891, 9.5603, 31.2562
Si, 9.5495, 9.5441, 31.2866
Si, 2.7379, 0.0147, 0.6727
Si, 8.2031, 0.0176, 0.6711
Si, 0.0093, 2.7523, 0.6771
Si, 5.4883, 2.7469, 0.7023
Si, 2.7392, 5.4594, 0.6704
Si, 8.2096, 5.4915, 0.6618
Si, 0.0139, 8.2135, 0.7045
Si, 5.4857, 8.2298, 0.6795
Si, 4.1028, 1.3843, 2.059
Si, 9.6027, 1.3612, 2.0343
Si, 1.3566, 4.1483, 2.0531
Si, 6.8524, 4.1515, 2.0412
Si, 4.0959, 6.8564, 2.0151
Si, 9.576, 6.8455, 2.0671
Si, 1.3679, 9.6245, 2.0587
Si, 6.837, 9.6336, 2.0479
Si, 0.0247, 0.0439, 3.4772
Si, 5.4982, 0.0586, 3.4532
Si, 2.6995, 2.7624, 3.3924
Si, 8.263, 2.7859, 3.3422
Si, 0.0244, 5.5127, 3.4759
Si, 5.4715, 5.5355, 3.4021
Si, 2.7429, 8.2397, 3.3755
Si, 8.2477, 8.3085, 3.3856
Si, 1.3701, 1.4629, 4.8542
Si, 6.9151, 1.4953, 4.7401
Si, 4.0939, 4.1279, 4.7199
Si, 9.6031, 4.0803, 4.7898
Si, 1.3508, 7.0125, 4.8278
Si, 6.8572, 6.9633, 4.7146
Si, 4.0621, 9.6033, 4.763
Si, 9.6227, 9.5872, 4.8543
Si, 2.7569, 0.0499, 6.1458
Si, 8.3012, 0.141, 6.1028
Si, 0.0044, 2.794, 6.3239
Si, 5.512, 2.8507, 6.0897
Si, 2.661, 5.4903, 6.0458
Si, 8.2683, 5.6028, 5.9702
Si, 0.0466, 8.3218, 6.3898
Si, 5.5774, 8.4106, 6.1441
Si, 4.4124, 1.2006, 7.3407
Si, 9.8096, 1.1529, 7.6571
Si, 1.1447, 4.4843, 7.5509
Si, 6.6612, 4.5452, 7.2585
As, 4.2929, 6.731, 7.4195
Si, 9.7282, 6.6311, 7.5155
Si, 1.2845, 9.9552, 7.709
Si, 6.74, 10.0272, 7.4652
O, 9.5858, 1.2394, 23.9764
O, 4.1064, 6.805, 23.9408
O, 4.0155, 1.2401, 24.0277
O, 9.5373, 6.7001, 23.895
O, -0.0211, 5.5691, 8.0312
O, 5.5684, 0.1603, 7.9486
O, 0.0755, 0.0939, 8.1597
O, 5.5962, 5.6656, 7.9742
O, 7.622, 3.9199, 8.4176
O, 8.7132, 7.0581, 8.7607
O, 2.2017, 9.4778, 9.0379
O, 8.8996, 1.6621, 8.9602
O, 7.6183, 9.4847, 8.7362
O, 3.5611, 1.8398, 8.5839
O, 3.4989, 7.1783, 8.9381
O, 2.0789, 4.0554, 8.8384
O, 8.1434, 3.4951, 23.3615
O, 0.453, 4.9342, 22.9517
O, 1.9029, 2.7449, 23.2438
O, 5.8357, 4.9125, 23.1151
O, 5.5266, 9.9838, 23.5066
O, 2.4473, 8.6942, 23.0206
O, 0.1927, 10.0677, 23.0848
O, 7.7884, 8.5731, 23.0733
Si, 8.6598, 7.6966, 18.4385
Si, 8.7888, 6.3632, 13.6444
Si, 3.7901, 1.5405, 14.7505
Si, 2.1398, 5.7497, 17.6333
Si, 2.4169, 3.1426, 19.489
Si, 9.8184, 9.0375, 12.0946
Si, 1.3334, 9.4217, 22.0715
Si, 9.1659, 0.9669, 13.2003
Si, 1.4185, 5.0555, 13.0408
Si, 1.7927, 8.2581, 12.8374
Si, 6.6509, 9.5519, 22.4238
Si, 4.5291, 4.6008, 15.7209
Si, 8.2173, 3.013, 9.6102
Si, 0.8406, 8.2469, 19.2607
Si, 6.9516, 1.349, 21.0921
Si, 8.2354, 8.317, 9.7017
Si, 10.8886, 5.2051, 15.6195
Si, 7.5665, 9.4988, 16.3191
Si, 9.9324, 2.0548, 20.2999
Si, 3.2154, 8.5235, 9.9309
Si, 6.6981, 3.3419, 17.4112
Si, 1.1678, 0.2099, 19.8003
Si, 3.2302, 2.8188, 12.3193
Si, 7.2221, 5.3914, 19.6816
Si, 5.7537, 8.661, 11.5609
Si, 5.7863, 6.0711, 13.2157
Si, 4.6332, 9.7028, 17.6297
Si, 1.023, 3.5979, 22.1699
Si, 4.8979, 1.4823, 18.8025
Si, 3.1932, 3.0931, 9.5412
Si, 6.444, 10.8214, 13.7974
Si, 10.3461, 0.1179, 15.9737
Si, 5.6625, 3.6568, 11.1734
Si, 9.8435, 3.9044, 11.9178
Si, 2.3412, 9.9254, 15.5595
Si, 6.0781, 8.1171, 19.7998
Si, 6.9396, 3.973, 22.3703
Si, 9.7546, 2.7754, 17.3702
O, 7.197, 6.3864, 13.9801
O, 1.8835, 7.0596, 18.6801
O, 10.287, 4.0405, 16.5372
O, 6.1628, 9.9576, 17.0516
O, 10.1409, 0.702, 14.4674
O, 8.4477, 6.1138, 18.8521
O, 5.1647, 0.6866, 14.4374
O, 5.7175, 2.051, 17.5207
O, 8.3486, 1.9403, 20.5552
O, 1.9906, 4.2983, 18.402
O, 6.965, 2.8063, 10.6501
O, 4.8659, 2.706, 12.2272
O, 6.0338, 4.3899, 16.3487
O, 4.5737, 3.9104, 9.9402
O, 10.6904, 2.7724, 21.5584
O, 9.7247, 6.1637, 14.9768
O, 6.0105, 6.4815, 19.839
O, 4.082, 0.1681, 18.2848
O, 9.2506, 10.5559, 12.271
O, 2.8535, 4.3637, 12.7179
O, 1.9153, 10.7038, 21.2079
O, 3.9947, 2.7223, 19.3816
O, 0.725, 10.0402, 15.9605
O, 1.2766, 9.8039, 18.8336
O, 1.7117, 1.6647, 19.2697
O, 8.9353, 10.3937, 16.4974
O, 4.8747, 8.5777, 18.7934
O, 9.5895, 8.7491, 10.4958
O, 6.7513, 4.0804, 18.8588
O, 2.8357, 1.7191, 13.4203
O, 5.8293, 8.7675, 21.2649
O, 2.5386, 2.4541, 10.8891
O, 7.6234, 4.8491, 21.171
O, 5.2046, 7.4737, 12.5608
O, 0.4386, 9.0825, 12.508
O, 7.5719, 1.0593, 13.5697
O, 7.1068, 9.6351, 14.7431
O, 8.9781, 5.0372, 12.7032
O, 8.0933, 8.0368, 16.9091
O, 6.2164, 2.5746, 21.9033
O, 2.4656, 9.0739, 14.1166
O, 0.4276, 4.492, 11.8689
O, 0.8139, 8.3176, 20.9338
O, 9.3908, 3.8416, 10.3549
O, 9.6487, 2.3889, 12.5322
O, 7.6214, 8.5602, 19.3911
O, 2.554, 8.1645, 11.375
O, 3.9753, 3.0611, 15.3825
O, 0.8259, 4.484, 14.4448
O, 10.0517, 2.9953, 18.9612
O, 9.1505, 7.8094, 12.955
O, 10.5151, 0.5349, 20.0789
O, 6.0325, 5.0432, 11.9437
O, 8.1558, 2.738, 17.0135
O, 3.5401, 5.4828, 16.7362
O, 4.6934, 9.0939, 10.3577
O, 1.5273, 6.6772, 13.1944
O, 4.7602, 5.4895, 14.3521
O, 2.0486, 3.854, 20.9203
O, 10.5529, 1.4122, 16.9475
O, 0.9544, 6.0737, 16.5534
O, 7.3341, 10.9504, 21.9393
O, 5.9331, 0.9116, 19.9179
O, 6.0483, 10.0291, 12.4076
O, 2.8432, 0.5485, 15.6182
O, 7.065, 8.0083, 10.8004
O, 10.2453, 8.0165, 18.6851
O, 3.4424, 9.1951, 16.5846

Results
free energy: -141731.281 eV
free energy less fixed offsets of As -4856.12, O -568.88, Si -635.61 eV per atom: -2.071 eV

Forces (eV/angstrom), in the order of the atoms: element, x, y, z
Si, -0.0068, 0.0026, -0.0066
Si, 0.0016, 0.0137, -0.0182
Si, 0.0135, 0.0027, -0.0072
Si, 0.0035, -0.0069, -0.0143
Si, 0.0013, 0.0124, -0.0117
Si, -0.0076, -0.0009, -0.0068
Si, 0.0024, -0.0097, -0.0112
Si, 0.0094, -0.0012, -0.0086
Si, 0.0003, 0.0028, -0.0031
Si, -0.0087, -0.0012, -0.0011
Si, -0.0001, -0.0041, -0.0035
Si, -0.0009, -0.0026, 0.0023
Si, -0.007, -0.0003, -0.0027
Si, -0.0022, 0.0016, -0.0059
Si, 0.0011, 0.0021, 0.0002
Si, -0.0051, -0.0015, -0.0025
Si, 0.005, 0.0006, -0.0121
Si, 0.0147, 0.0075, -0.0093
Si, -0.0018, -0.0018, -0.0063
Si, -0.0055, -0.0034, -0.0094
Si, 0.0085, 0.0095, -0.0051
Si, 0.0013, 0.0002, -0.0004
Si, 0.0051, 0.0031, -0.0057
Si, 0.0017, -0.0044, -0.0021
Si, 0.0028, -0.0005, 0.0032
Si, -0.0094, -0.0105, 0.0038
Si, 0.0003, -0.0044, 0.0065
Si, -0.0036, -0.0062, 0.0074
Si, -0.0104, -0.0049, 0.0033
Si, -0.0022, -0.0083, 0.0028
Si, -0.0114, -0.0128, 0.0115
Si, -0.0053, -0.006, 0.0065
Si, 0.0052, 0.0039, -0.009
Si, -0.0012, -0.0034, -0.0028
Si, -0.0055, 0.0035, -0.005
Si, -0.0005, 0.001, -0.0052
Si, -0.001, -0.0001, -0.0027
Si, 0.0002, 0.0049, -0.0049
Si, 0.006, -0.0051, -0.0106
Si, -0.0023, 0.002, -0.0016
Si, -0.002, -0.0068, 0.0049
Si, 0.0043, 0.0059, 0.0033
Si, 0.0068, 0.003, 0.0019
Si, -0.0049, 0.0004, 0.0014
Si, -0.0006, 0.018, 0.0021
Si, -0.0038, -0.0061, -0.0015
Si, -0.0141, -0.0014, 0.0023
Si, 0.0001, 0.0019, 0.0058
Si, 0.0122, 0.0074, 0.0049
Si, -0.0045, -0.0052, -0.0063
Si, 0.0005, 0.0029, -0.0096
Si, -0.0088, -0.0021, 0.0032
Si, -0.004, -0.0022, -0.0106
Si, 0.0058, 0.0033, 0.0062
Si, -0.0002, -0.0294, 0.0062
Si, 0.0015, 0.0056, -0.0129
Si, -0.0057, 0.0006, 0.0072
Si, -0.0049, 0.0051, 0.0086
Si, 0.0008, -0.0058, 0.0004
Si, -0.0049, 0.0039, 0.001
Si, 0.0041, -0.0046, 0.0089
Si, 0.0011, 0.0412, 0.0031
Si, -0.0003, -0.0042, 0.0016
Si, -0.0005, -0.0014, 0.0085
Si, 0.0008, 0.01, 0.0141
Si, -0.0334, 0.0025, 0.0037
Si, 0.0457, 0.0022, -0.0009
Si, 0.0065, 0.0088, 0.0031
Si, 0.0121, 0.0187, 0.0047
Si, 0.0123, -0.0042, -0.0101
Si, -0.0131, 0.0181, -0.0235
Si, 0.0049, -0.075, 0.0058
Si, -0.0032, -0.0011, 0.012
Si, -0.0063, -0.0034, -0.0012
Si, -0.0643, 0.0166, -0.0044
Si, 0.0038, -0.0014, 0.009
Si, -0.0118, -0.0242, 0.0061
Si, 0.0009, 0.115, -0.0134
Si, 0.0771, -0.0023, 0.0264
Si, -0.0208, 0.019, -0.0119
Si, -0.016, 0.0093, -0.0088
Si, 0.0034, -0.0092, 0.0177
Si, -0.016, -0.0077, 0.0149
Si, 0.0254, -0.006, -0.0133
Si, 0.1003, 0.02, 0.0035
Si, -0.0022, -0.0198, -0.007
Si, 0.0149, -0.0046, -0.0078
Si, -0.0276, -0.1716, -0.0563
Si, 0.0029, -0.0179, 0.0625
Si, 0.0097, -0.0173, -0.0644
Si, 0.0018, 0.0306, 0.0235
Si, -0.0204, 0.0509, 0.113
As, -0.0425, 0.28, -0.3601
Si, 0.0037, -0.0134, 0.0343
Si, 0.0351, -0.0149, 0.1074
Si, -0.0099, 0.0074, -0.0285
O, 0.0031, 0.0026, 0.0267
O, 0, 0.0045, 0.0243
O, -0.0029, -0.0073, 0.0272
O, -0.0009, -0.0023, 0.0274
O, -0.0142, -0.0114, -0.0125
O, -0.0211, 0.0007, -0.0284
O, 0.0145, -0.0046, 0.0037
O, 0.3256, -0.3546, -0.1191
O, -0.0908, 0.0934, -0.0988
O, 0.0146, 0.0259, -0.0193
O, -0.0314, 0.0248, -0.0989
O, 0.0002, -0.008, -0.0126
O, 0.0242, -0.0067, 0.0217
O, 0.0083, -0.0056, -0.0334
O, -0.2649, 0.2633, 0.5729
O, 0.006, -0.024, -0.0374
O, -0.0064, 0.0065, 0.0187
O, 0.0064, -0.0143, 0.0124
O, -0.0116, 0.0022, 0.0129
O, 0.0109, -0.0092, 0.0128
O, -0.0037, -0.0048, 0.0287
O, -0.0084, 0.0093, 0.0115
O, 0.0092, -0.0075, 0.0137
O, -0.0122, 0.0085, 0.0135
Si, 0.0042, -0.002, 0.0012
Si, -0.0069, 0.0107, 0.0604
Si, 0.0011, -0.0017, 0.0456
Si, -0.0062, 0.0015, 0.0108
Si, -0.0052, -0.0014, -0.0182
Si, 0.0576, -0.0065, 0.0842
Si, 0.0028, -0.0019, -0.0357
Si, -0.0031, -0.0036, 0.0698
Si, 0.0106, 0.011, 0.0508
Si, 0.026, -0.0445, -0.0416
Si, 0.0082, -0.0087, -0.0392
Si, 0.0036, 0.0044, 0.0389
Si, -0.0142, -0.0032, 0.0547
Si, 0.0002, 0.002, -0.0143
Si, 0.0033, 0.0003, -0.0382
Si, -0.0145, -0.0218, 0.0565
Si, 0.0069, 0.0053, 0.0387
Si, 0.0033, -0.0039, 0.0289
Si, -0.0017, -0.0043, -0.025
Si, -0.048, -0.2386, 0.0198
Si, 0.0024, -0.0004, 0.0117
Si, -0.0018, -0.0038, -0.0236
Si, 0.0029, -0.0088, 0.0623
Si, 0.0012, -0.0034, -0.0196
Si, -0.0269, -0.0155, 0.061
Si, -0.0031, 0.0113, 0.0469
Si, 0, -0.0023, 0.0118
Si, -0.0025, 0.007, -0.0296
Si, 0.0006, -0.0011, -0.0051
Si, 0.0199, 0.0284, 0.0591
Si, -0.0072, -0.0051, 0.0463
Si, 0.0036, 0.0013, 0.0323
Si, -0.0101, 0.0267, 0.0651
Si, 0.0119, 0.0054, 0.0808
Si, 0.005, 0.0055, 0.0276
Si, -0.0006, -0.0006, -0.0219
Si, -0.0055, 0.0059, -0.0344
Si, -0.0009, 0.0014, 0.0108
O, 0.0091, -0.0046, -0.0288
O, 0.0037, -0.0078, 0.0034
O, -0.0011, 0.0017, -0.0111
O, 0.0056, -0.0031, -0.013
O, -0.0007, 0.0023, -0.0262
O, 0.0009, 0.0025, 0.0057
O, 0.0005, 0.0013, -0.0199
O, 0.0019, 0.0026, -0.0056
O, 0.0006, -0.0008, 0.019
O, 0.003, 0.0052, 0.0016
O, 0.0031, -0.0172, -0.0159
O, -0.0047, 0.0003, -0.0282
O, -0.0054, 0.0026, -0.0154
O, -0.0129, -0.0057, -0.0456
O, -0.0035, -0.0045, 0.0184
O, -0.005, 0.0002, -0.0284
O, -0.0006, -0.0003, 0.0135
O, 0.0015, -0.0027, 0.0018
O, 0.0096, -0.0021, -0.0359
O, -0.004, -0.0045, -0.0342
O, -0.0002, 0.0051, 0.0196
O, 0.002, -0.0028, 0.0105
O, -0.0003, 0.0043, -0.0127
O, 0, -0.0003, 0.0097
O, 0.0027, 0.002, 0.0113
O, -0.002, -0.001, -0.0113
O, -0.0033, 0.0027, 0.0014
O, -0.0003, -0.0013, -0.0345
O, -0.0007, -0.005, 0.002
O, -0.0009, 0.0068, -0.0302
O, -0.0021, -0.0057, 0.0142
O, -0.0029, 0, -0.0253
O, 0.0019, 0.0047, 0.0121
O, 0.0088, 0.0018, -0.0284
O, 0.0035, -0.0444, -0.0379
O, 0.0053, -0.0001, -0.0283
O, 0.001, 0.0036, -0.0173
O, 0.0007, -0.0026, -0.0328
O, -0.0046, 0.008, -0.0132
O, -0.0001, -0.0058, 0.0225
O, -0.0126, -0.0246, -0.0239
O, -0.0098, -0.0058, -0.0273
O, -0.0026, -0.0042, 0.0124
O, 0.0188, 0.0064, -0.0181
O, -0.0001, 0.003, -0.0408
O, 0.002, -0.0007, 0.0101
O, 0.0185, 0.0988, -0.0222
O, -0.0003, -0.0038, -0.0175
O, -0.0021, 0.0005, -0.0286
O, -0.0004, 0.0031, -0.0013
O, 0.0001, -0.0041, -0.0288
O, 0.0027, -0.0015, 0.0142
O, -0.0016, -0.0054, -0.0258
O, -0.0005, 0.0012, -0.0057
O, 0.0035, -0.0026, -0.0106
O, -0.0648, -0.0292, -0.0271
O, 0.0139, 0.0888, -0.0594
O, 0.0032, -0.0034, -0.0222
O, 0.0055, -0.0023, 0.0112
O, -0.0007, -0.0067, -0.0132
O, -0.0053, -0.0048, -0.015
O, -0.0002, 0.0044, 0.0243
O, -0.0078, -0.0022, 0.0067
O, 0.0081, 0.0068, -0.0308
O, -0.0012, -0.0078, -0.0145
O, 0.0247, 0.0092, -0.0437
O, -0.004, -0.0019, 0.006
O, -0.0052, 0.0033, -0.014

The program warned: the cutoff lies below the one the program advises for these potential files; the forces do not sum to zero within the program's tolerance; the exchange-correlation potential is rough where the density is thin.
